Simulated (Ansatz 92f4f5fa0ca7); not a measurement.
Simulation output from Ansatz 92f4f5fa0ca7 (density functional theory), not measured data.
Periodic cell of 372 atoms, Si256O116, from a study of silicon, its oxide and their interface. The atomic structure is a simulated model.
This geometry differs little from another in the collection (a relaxation step or a small displacement).

Settings
functional: r2SCAN
potential files: Ansatz PAW
basis: plane waves
wave-function cutoff: 800 eV
density cutoff ratio: 5
exchange-correlation grid ratio: 1
k mesh: 1 x 1 x 1, Gamma-centred
self-consistency stop: 1e-10 eV per atom in the density residual
occupations: fixed
spin: none
net charge: 0

Cell vectors (angstrom)
a, 16.3305, 0, 0
b, 0, 16.3305, 0
c, 0, 0, 24.7666

Atoms and the computed forces on them: element, x, y, z (angstrom), force x, y, z (eV/angstrom)
Si, -0.5165, 0.479, -0.1335, 0.0003, -0.001, -0.0152
Si, 2.6447, 2.9326, 0.1959, 0.0009, 0.0007, -0.0091
Si, 0.3576, 5.0649, 0.0817, -0.0005, -0.0009, -0.013
Si, 3.1462, 7.8489, -0.0342, -0.001, -0.0012, -0.0119
Si, -0.249, 11.119, -0.0953, 0.0006, -0.0005, -0.0136
Si, 3.1372, 13.2345, -0.1412, -0.0026, -0.0013, -0.0129
Si, 5.6912, -0.2962, 0.1773, -0.004, -0.0011, -0.0101
Si, 8.4519, 2.3595, 0.2065, 0.0012, -0.0012, -0.0102
Si, 5.2707, 5.5936, 0.3153, 0, -0.0027, -0.012
Si, 8.1832, 7.8802, 0.1048, -0.0013, -0.0023, -0.0121
Si, 5.4718, 11.1115, 0.0189, -0.0021, -0.0007, -0.0128
Si, 8.0542, 14.0229, 0.1763, 0.0014, 0.0037, -0.0096
Si, 10.6686, 0.1831, 0.3526, 0.0034, 0.002, -0.0081
Si, 13.6841, 2.6999, 0.3541, 0.0034, -0.0018, -0.0077
Si, 11.5448, 4.8789, -0.0925, 0.0015, 0.0004, -0.0108
Si, 13.3406, 8.3245, -0.1582, -0.0002, 0.0003, -0.0143
Si, 11.0966, 10.6581, -0.0215, -0.0009, 0.0002, -0.0089
Si, 13.7737, 13.3927, 0.0138, 0.0015, 0.0023, -0.0119
Si, 1.2977, 1.326, 1.2492, 0.0001, 0.0008, 0.0001
Si, 4.0861, 4.075, 1.5927, -0.0003, 0.0006, -0.0012
Si, 1.4393, 6.7981, 1.2583, 0.0005, -0.0007, 0.0005
Si, 4.2369, 9.4936, 1.2678, 0.0001, -0.0008, 0.0014
Si, 1.4428, 12.2028, 1.1573, 0.0011, 0.0015, 0.0006
Si, 4.0933, 14.839, 1.3505, -0.0003, 0.0009, 0.0008
Si, 6.827, 1.2894, 1.4968, 0.002, -0.0003, 0.0008
Si, 9.6906, 4.0374, 1.2742, -0.0009, -0.0014, -0.0025
Si, 6.8136, 6.7575, 1.5862, 0.0035, 0.0016, 0.0013
Si, 9.4321, 9.5498, 1.2385, 0.0007, -0.0017, -0.0003
Si, 6.9236, 12.3186, 1.3708, 0.0004, 0.0008, 0.0027
Si, 9.4623, 15.0697, 1.699, 0.0005, 0.0006, 0.0015
Si, 12.2864, 1.3176, 1.5673, 0.0007, 0.0011, 0.0003
Si, 15.101, 4.0936, 1.5267, 0.0009, -0.0007, -0.0002
Si, 12.3626, 6.6712, 1.2313, -0.0003, -0.0009, -0.0007
Si, 14.9866, 9.4519, 1.1654, 0.0005, 0.0002, -0.0005
Si, 12.1819, 12.2633, 1.3208, 0.0006, 0.0006, -0.0022
Si, 14.919, 15.0637, 1.2248, 0.0013, -0.0001, 0.0007
Si, 0.0864, 2.6663, 2.8042, 0.0002, -0.0018, 0
Si, 2.6855, -0.0619, 2.6088, -0.0011, 0.0012, -0.0015
Si, 0.0278, 8.1518, 2.5962, -0.0002, 0.0014, -0.0023
Si, 2.6939, 5.4865, 2.8098, 0.0001, -0.0007, -0.0001
Si, 0.0567, 13.6424, 2.5167, -0.0004, -0.0006, -0.0022
Si, 2.764, 10.8335, 2.596, -0.0023, -0.0004, -0.0019
Si, 5.4847, 2.6793, 2.8128, -0.0009, 0.002, -0.0014
Si, 8.1001, 0.0439, 3.0142, 0.0006, 0, -0.0017
Si, 5.4737, 8.2099, 2.8091, -0.0011, 0.0015, -0.0019
Si, 8.2955, 5.3534, 2.7168, -0.0012, -0.0007, -0.0003
Si, 5.4788, 13.5767, 2.7756, -0.001, -0.0014, -0.0024
Si, 8.2035, 10.8995, 2.7175, 0.0003, 0, -0.0014
Si, 10.8954, 2.7246, 2.8267, -0.0019, -0.0001, 0.0003
Si, 13.6504, -0.071, 2.8067, 0.0016, 0.0009, -0.0024
Si, 10.8797, 8.0901, 2.5478, 0.0003, 0.0008, -0.001
Si, 13.699, 5.4934, 2.7707, -0.0027, 0.0015, -0.0022
Si, 10.8901, 13.5858, 2.7809, 0.0005, -0.0004, -0.003
Si, 13.6169, 10.8413, 2.5976, 0.0005, -0.0002, -0.0004
Si, 1.3747, 4.088, 4.159, 0.0001, 0.0014, -0.0001
Si, 4.0436, 1.3018, 4.0548, -0.0009, -0.0009, -0.0006
Si, 1.3806, 9.5111, 3.9887, 0.0007, -0.001, -0.0006
Si, 4.0823, 6.8374, 4.1233, 0.0012, -0.0004, -0.0008
Si, 1.3587, 14.9335, 4.0112, -0.0004, 0.0022, 0.0001
Si, 4.0813, 12.1822, 4.0517, 0.001, -0.0003, -0.0015
Si, 6.8842, 4.0503, 4.1045, 0.0011, 0.0013, -0.0006
Si, 9.5382, 1.4132, 4.237, 0.001, -0.0002, -0.0005
Si, 6.8389, 9.5649, 4.1153, 0.002, 0.0017, -0.0015
Si, 9.5804, 6.7935, 4.046, 0.0011, 0.0014, -0.0001
Si, 6.7472, 14.9341, 4.2284, -0.0022, -0.0015, -0.0018
Si, 9.5447, 12.2191, 4.1184, -0.0012, 0.0001, 0.0003
Si, 12.2953, 4.1144, 4.1129, 0.0028, 0.0023, -0.0019
Si, 15.0072, 1.3333, 4.1256, -0.0015, -0.0003, -0.0009
Si, 12.2492, 9.4705, 3.9615, -0.001, -0.0014, -0.0012
Si, 15.0392, 6.8542, 4.0973, 0.0008, 0.0015, 0.0004
Si, 12.2678, 14.9282, 4.1265, -0.0002, -0.0001, 0.0001
Si, 15.0087, 12.2461, 3.9152, 0.0018, -0.0006, -0.0012
Si, 0.0482, -0.0305, 5.4314, -0.0008, 0.0003, -0.0009
Si, 2.7499, 2.7075, 5.4566, 0.0001, 0.0005, -0.001
Si, 0.0072, 5.4589, 5.4921, -0.0008, -0.0004, -0.0018
Si, 2.6936, 8.1722, 5.4449, -0.0008, 0.0007, -0.0006
Si, 0.0105, 10.8946, 5.3449, 0.0007, -0.0003, -0.0009
Si, 2.7046, 13.5707, 5.3973, 0, 0.0008, -0.0007
Si, 5.3669, -0.0138, 5.5094, 0.0013, 0.0007, -0.0003
Si, 8.1693, 2.754, 5.5649, 0.0002, 0, -0.0011
Si, 5.477, 5.4393, 5.408, -0.0018, -0.0002, -0.0004
Si, 8.1888, 8.1426, 5.4115, -0.0004, -0.0005, 0.0001
Si, 5.4266, 10.8635, 5.4694, -0.0009, 0.0011, -0.0006
Si, 8.1728, 13.5698, 5.4952, 0.0003, 0.0004, -0.0005
Si, 10.9308, -0.0057, 5.4816, -0.0002, -0.0002, -0.0014
Si, 13.6464, 2.7312, 5.4628, 0.0009, -0.0003, -0.0014
Si, 10.919, 5.4744, 5.4644, 0.0012, 0.0001, -0.0009
Si, 13.6195, 8.1944, 5.4202, -0.0007, -0.0012, -0.0002
Si, 10.9214, 10.8231, 5.4001, 0.0009, -0.0003, -0.0015
Si, 13.6701, 13.56, 5.3833, 0.0015, -0.0016, -0.0012
Si, 1.3682, 1.3625, 6.8094, 0.0001, -0.0002, -0.0003
Si, 4.1145, 4.0943, 6.7868, -0.0001, 0.0001, -0.0002
Si, 1.3702, 6.8159, 6.8493, 0.0008, -0.0002, -0.0002
Si, 4.0566, 9.4906, 6.8223, -0.0004, -0.0004, -0.0017
Si, 1.3385, 12.2238, 6.7773, -0.0001, -0.0001, -0.0003
Si, 4.0051, 14.9389, 6.8248, -0.0006, -0.0005, -0.0003
Si, 6.7555, 1.3735, 6.8442, 0.0001, 0.0001, -0.0005
Si, 9.5337, 4.1518, 6.8601, 0.0003, -0.0003, -0.0004
Si, 6.7929, 6.8054, 6.7814, 0.0003, 0.0006, -0.0007
Si, 9.536, 9.494, 6.7735, -0.0014, -0.0006, -0.0006
Si, 6.7797, 12.223, 6.8253, 0.0015, 0.0006, -0.0001
Si, 9.5489, 14.9689, 6.8076, 0.0015, 0.0006, -0.0013
Si, 12.2837, 1.3771, 6.8231, 0, -0.0001, -0.0013
Si, 14.9778, 4.0981, 6.849, 0.0001, 0.0012, 0
Si, 12.2763, 6.831, 6.821, 0.0013, 0.0005, -0.0001
Si, 14.9899, 9.5606, 6.7764, 0.0003, 0.0008, -0.0007
Si, 12.2928, 12.2143, 6.7338, 0.0001, -0.0012, -0.0008
Si, 14.9965, 14.9502, 6.754, 0.0004, 0.0007, 0.0001
Si, 0.032, 2.7382, 8.1937, 0.0015, 0.0007, -0.0003
Si, 2.6806, 0.0026, 8.195, -0.0005, -0.0002, -0.0006
Si, -0.0051, 8.1846, 8.1923, -0.0001, 0.0005, -0.0006
Si, 2.7571, 5.4397, 8.182, -0.0004, -0.0012, -0.0008
Si, -0.0171, 13.614, 8.1448, -0.0005, 0.0005, -0.0011
Si, 2.6784, 10.8407, 8.1576, -0.0008, -0.001, -0.0007
Si, 5.4084, 2.756, 8.2018, 0.0008, -0.0016, -0.0008
Si, 8.1694, 0.0113, 8.1373, -0.0004, 0.0005, -0.0002
Si, 5.3997, 8.0981, 8.1805, -0.0013, 0.0002, 0
Si, 8.1144, 5.4873, 8.1972, 0.001, -0.0015, -0.0005
Si, 5.3932, 13.5836, 8.1545, -0.0005, -0.0003, 0.0009
Si, 8.1401, 10.8242, 8.1333, 0.0003, 0.0001, -0.0001
Si, 10.9113, 2.7621, 8.1598, -0.0008, 0.0009, -0.0007
Si, 13.6852, 0.0103, 8.1318, 0.0005, 0.0007, -0.0004
Si, 10.8751, 8.1706, 8.172, -0.0002, 0.0009, -0.0007
Si, 13.6185, 5.4671, 8.2031, -0.0007, -0.0006, -0.0003
Si, 10.94, 13.5865, 8.1013, -0.0001, 0.0004, -0.0007
Si, 13.6332, 10.9213, 8.1517, -0.0009, 0.0002, 0.0007
Si, 1.4126, 4.0924, 9.5606, -0.0004, -0.0002, -0.0002
Si, 4.0268, 1.3997, 9.5402, -0.0012, 0.0019, -0.0002
Si, 1.3439, 9.5175, 9.6069, 0.0016, 0.0005, -0.0004
Si, 4.0562, 6.7659, 9.6357, -0.0005, 0.0003, -0.0015
Si, 1.2943, 14.9878, 9.5332, -0.0002, -0.0005, 0
Si, 4.0361, 12.1875, 9.4968, -0.0018, 0.0007, 0.0004
Si, 6.7313, 4.1365, 9.5732, -0.0002, 0.0019, 0.0007
Si, 9.5074, 1.4277, 9.4808, 0.0006, 0.0002, -0.0009
Si, 6.7564, 9.4648, 9.5022, 0.0008, 0.0008, 0.0005
Si, 9.4651, 6.8454, 9.5437, 0.001, -0.0003, -0.0007
Si, 6.776, 14.9813, 9.4414, 0.0005, 0.0006, 0.0008
Si, 9.5321, 12.2198, 9.408, -0.0003, 0, -0.0001
Si, 12.2522, 4.1045, 9.5544, -0.0021, -0.0008, -0.0006
Si, 15.0108, 1.372, 9.5511, -0.0002, -0.0002, -0.0012
Si, 12.2472, 9.5662, 9.4769, 0.0017, -0.0006, -0.0011
Si, 14.9853, 6.8152, 9.5755, 0.0004, -0.0019, 0.001
Si, 12.3149, 14.9754, 9.4439, 0.0008, 0.0004, 0.0008
Si, 14.9593, 12.3003, 9.5466, 0.0006, -0.001, -0.0005
Si, 0.0018, 0.0283, 10.9838, 0.0019, 0.0001, -0.0015
Si, 2.6796, 2.7077, 11.0031, 0.0007, -0.0005, -0.001
Si, 0.0806, 5.4589, 10.9305, -0.0002, 0.0018, -0.0001
Si, 2.6795, 8.1205, 11.0227, -0.0009, 0, -0.0015
Si, -0.0129, 10.9558, 10.9133, -0.0005, 0.0012, 0.0008
Si, 2.6657, 13.5768, 10.7879, -0.0007, -0.0001, 0.0004
Si, 5.4649, 0.0611, 10.7899, 0.0012, 0.0001, -0.0001
Si, 8.1332, 2.7932, 10.8625, 0.0001, -0.0011, 0
Si, 5.3538, 5.3841, 11.0709, 0.0013, -0.0023, 0.0006
Si, 8.0785, 8.1661, 10.9404, -0.0002, -0.0003, -0.0015
Si, 5.3548, 10.7713, 10.8546, -0.0006, -0.0021, 0.0009
Si, 8.1282, 13.5575, 10.7093, 0.0003, -0.0015, 0.0001
Si, 10.9484, 0.0495, 10.7075, -0.0003, -0.0001, -0.0001
Si, 13.6573, 2.7528, 10.898, 0.0031, 0.002, 0.0018
Si, 10.8111, 5.4509, 10.8535, 0, -0.0002, -0.0009
Si, 13.5847, 8.2273, 10.8485, -0.0007, 0.001, -0.0004
Si, 10.8647, 10.914, 10.824, -0.0008, 0.0002, -0.0009
Si, 13.6176, 13.6882, 10.9337, -0.0003, 0.0007, -0.0003
Si, 1.3659, 1.3405, 12.4288, 0.0024, 0.0007, 0.0025
Si, 3.9716, 3.9724, 12.5104, -0.0002, 0.0017, 0
Si, 1.3243, 6.7784, 12.4653, 0.0014, -0.002, 0.0013
Si, 4.0389, 9.478, 12.3871, 0.0006, -0.0008, 0.0007
Si, 1.3563, 12.3273, 12.2886, 0.0004, 0.0008, -0.0005
Si, 4.0858, 14.9582, 11.9823, -0.0001, 0.0002, -0.0003
Si, 6.7743, 1.4418, 12.1983, -0.0008, -0.0005, 0.0016
Si, 9.4463, 4.1416, 12.2736, -0.0003, 0.0013, 0.0019
Si, 6.7254, 6.7976, 12.3697, -0.0004, 0.0018, -0.0011
Si, 9.4722, 9.5983, 12.1953, 0.0024, 0.0009, -0.0008
Si, 6.7786, 12.1478, 12.0559, 0.001, 0.0005, 0.0004
Si, 9.5265, 14.9969, 11.8977, -0.0009, 0.0003, -0.0007
Si, 12.2435, 1.3783, 12.1716, -0.0006, -0.0012, 0.0006
Si, 15.1086, 4.0568, 12.2641, 0.0024, -0.0042, 0.0002
Si, 12.1617, 6.8594, 12.1144, -0.0001, -0.0013, 0.0019
Si, 14.9058, 9.6207, 12.225, 0.0008, 0.0009, -0.0006
Si, 12.1603, 12.3286, 12.1898, -0.0009, -0.0004, 0.0004
Si, 14.9529, 15.0659, 12.3776, -0.0008, -0.0012, 0.0013
Si, -0.0761, 2.6224, 13.8827, -0.0018, -0.0023, -0.0026
Si, 2.9231, -0.0956, 13.5201, 0.0007, 0.0017, -0.0009
Si, -0.0806, 8.3005, 13.6647, 0.0002, 0.0006, -0.002
Si, 2.5338, 5.2946, 13.9661, -0.0022, -0.0019, -0.0012
Si, 0.0577, 13.7529, 13.7209, 0.0004, 0, -0.0006
Si, 2.6969, 10.9376, 13.683, 0.0005, -0.0013, -0.0003
Si, 5.4652, 2.5936, 13.8292, 0.0003, -0.0018, -0.0024
Si, 8.2552, 0.0104, 13.2629, 0.0008, -0.002, -0.0003
Si, 5.3303, 8.0774, 13.832, -0.0001, 0.0001, -0.0004
Si, 8.1195, 5.4639, 13.7492, 0.0005, -0.0004, 0.0004
Si, 5.4311, 13.5814, 13.2548, -0.0008, 0.0009, -0.0001
Si, 8.0829, 10.9271, 13.5696, 0.0011, 0.0014, -0.0019
Si, 10.8502, 2.7353, 13.4941, 0.0004, 0.0009, -0.0004
Si, 13.5132, 0.0882, 13.7079, 0.0005, -0.002, -0.0021
Si, 10.7884, 8.1905, 13.5116, -0.0005, 0.0001, 0.0003
Si, 13.6844, 5.5749, 13.3165, -0.0017, 0, -0.0003
Si, 10.7097, 13.7199, 13.4052, -0.0026, -0.0005, -0.0012
Si, 13.5071, 11.0165, 13.5598, -0.0007, -0.0009, -0.0018
Si, 1.088, 3.9023, 15.4758, -0.0006, -0.0029, 0.015
Si, 4.6817, 0.6216, 14.9591, -0.0042, 0.0009, 0.0106
Si, 0.9763, 9.9527, 14.9868, 0.0009, -0.0017, 0.0094
Si, 4.2026, 6.3935, 15.2068, -0.0045, -0.0018, 0.0144
Si, 1.8329, 14.7921, 14.9777, 0.0018, 0.0011, 0.0089
Si, 4.0081, 12.5574, 14.778, 0.0005, -0.0008, 0.0079
Si, 6.5612, 4.2662, 15.0902, -0.0017, 0, 0.0131
Si, 9.6957, 1.0977, 14.7281, -0.0035, 0.0003, 0.0062
Si, 7.0187, 9.3104, 14.9321, -0.003, -0.001, 0.0109
Si, 9.2779, 7.1321, 14.9881, 0.0009, 0.001, 0.0107
Si, 6.9251, 14.8785, 14.4329, -0.0011, -0.0009, 0.0047
Si, 9.0698, 12.7256, 14.752, 0.0027, -0.0004, 0.0107
Si, 12.4645, 4.0655, 14.5179, 0.0023, -0.0003, 0.0107
Si, 14.4382, 1.7231, 15.1996, -0.0018, 0.0029, 0.0128
Si, 12.2255, 9.474, 14.7952, 0.0022, 0.0019, 0.0096
Si, 14.4662, 7.2713, 14.7698, 0.0022, -0.0004, 0.0119
Si, 11.8284, 15.2286, 14.7821, 0.0054, -0.0019, 0.0088
Si, 15.0886, 12.1862, 14.8544, 0.0017, 0.0001, 0.0085
Si, 20.131, 1.1012, 22.8628, -0.0039, -0.0002, -0.0153
Si, -2.1614, 1.7074, 18.3326, -0.0005, 0.0003, 0.0143
Si, 0.12, 37.7129, 21.8453, 0.0024, -0.0014, -0.0153
Si, 20.8819, -1.57, 19.4352, 0.0019, 0.0008, 0.0035
Si, 19.2391, -0.1576, 17.3402, 0.0002, -0.0001, 0.0182
Si, 6.156, 10.1488, 21.9459, -0.0004, -0.0007, -0.0104
Si, 26.0277, -10.0899, 23.0904, -0.0062, -0.0014, -0.0165
Si, 1.9136, 27.3076, 20.2751, -0.0017, -0.0002, 0.0017
Si, -5.4389, -4.9914, 16.9341, 0.002, 0.0024, 0.0146
Si, 13.5288, -3.1001, 21.7498, 0.0022, -0.0037, -0.0132
Si, -23.3022, 19.5302, 19.7944, 0.0025, 0.0033, 0.0034
Si, 25.7473, -4.4662, 19.418, 0.0042, 0.0028, 0.0022
Si, 14.2694, 6.143, 19.9904, 0.0053, -0.0002, 0.003
Si, 7.1421, 5.1813, 20.3394, -0.0009, -0.001, -0.0027
Si, -0.4594, 5.9696, 17.1837, -0.0016, 0.0032, 0.0159
Si, 8.4952, 16.918, 21.0966, -0.0007, 0.0022, -0.0066
Si, 5.2519, -21.8461, 16.9145, -0.0046, -0.0029, 0.0147
Si, -25.4324, 4.1989, 23.0231, -0.0013, 0.0038, -0.0162
Si, -7.713, 2.973, 16.8718, 0.0062, 0.0016, 0.0167
Si, 6.2181, 12.0526, 19.5654, -0.0014, 0.0016, 0.001
Si, 11.3062, 10.9924, 21.6924, 0.004, -0.0005, -0.0093
Si, -8.4865, 7.8259, 21.8449, -0.0019, -0.0006, -0.0121
Si, 5.5624, -15.2256, 20.3896, 0.0002, 0.001, -0.004
Si, 10.2127, 14.7751, 19.954, 0.0001, 0.0026, 0
Si, 18.8733, -6.5875, 17.6362, -0.0009, -0.002, 0.0121
Si, 28.5492, 4.0887, 19.0852, -0.0013, -0.0031, 0.0061
Si, 2.43, -13.6505, 18.0678, 0.0028, -0.0003, 0.017
Si, 2.4256, -9.4104, 17.8345, -0.002, 0.0005, 0.0123
Si, 26.2119, -17.6988, 22.8662, -0.0014, 0.0005, -0.0154
Si, 13.1503, 15.2049, 19.3905, 0.0004, 0.0053, 0.0023
Si, 3.4204, -7.7405, 21.8133, -0.0006, -0.0005, -0.0132
Si, 4.867, -12.4728, 19.3995, 0.0006, 0, 0.0037
Si, -5.5584, 21.6089, 16.7016, 0.0022, -0.0068, 0.0136
Si, 13.3828, 8.6746, 21.5601, 0.0018, 0.0021, -0.0144
Si, 2.9342, -10.6058, 20.6015, 0.0005, 0.0005, -0.0018
Si, 2.4987, -2.4662, 21.5528, 0.0007, 0.0003, -0.0123
Si, 31.944, 10.9572, 21.6793, -0.001, 0, -0.0114
Si, 13.1802, 13.4028, 16.9902, 0.0012, -0.0018, 0.0138
Si, 32.956, 2.4865, 20.1957, 0.0018, -0.0008, -0.0029
Si, 1.0331, -0.0313, 22.0063, 0.001, -0.0016, -0.0114
O, 2.5733, 5.8614, -5.7403, -0.0001, 0.0021, -0.0038
O, -4.1089, -6.8273, -0.2222, 0.0005, 0.0025, 0.0059
O, 13.5351, 7.5639, -4.4043, 0, 0.0007, 0.0031
O, -3.6758, 3.7147, -0.4699, 0.0024, 0.0001, 0.0059
O, 7.6708, 2.7593, -1.1838, 0.0035, -0.0007, 0.0105
O, 0.9291, -9.5509, -7.5048, -0.0002, -0.0037, -0.0109
O, 23.5353, 3.6574, -8.2892, -0.0022, 0.0044, -0.0134
O, -1.2781, 5.9461, -6.1929, 0.0022, 0.0014, -0.0108
O, -9.8231, 10.0173, -8.456, 0.0049, -0.0033, -0.0084
O, -7.2486, 18.4215, -3.8313, 0.0005, 0.0015, -0.0003
O, 1.2097, -1.4941, -3.4516, 0.0001, -0.0003, 0.0024
O, -0.9203, 18.6207, -5.599, -0.0012, -0.0006, -0.002
O, 9.4253, -25.3015, -2.8392, 0.003, -0.0025, 0.012
O, 5.2993, -0.1446, -5.3523, -0.0006, -0.0002, -0.0014
O, 18.686, -3.9309, -3.869, 0.0027, -0.0001, 0.002
O, -11.3947, -7.2253, -2.8018, 0.0004, 0.0017, 0.002
O, 2.4103, 16.6273, -1.9753, 0.0024, 0.0012, 0.0037
O, 0.702, 1.0793, -3.8822, 0.0014, -0.003, 0.0052
O, 11.0495, 15.5695, -0.9437, 0.0009, 0.0041, 0.0093
O, 20.176, 3.467, -6.5689, -0.002, -0.0014, -0.0061
O, 4.2827, 12.1157, -0.4983, 0.0034, -0.0021, 0.0097
O, 7.3714, -8.4649, -1.3451, 0.0041, 0.0024, 0.0153
O, 9.011, 13.8017, -1.1524, -0.004, -0.0034, 0.0105
O, 11.117, 5.488, -1.584, 0.0004, -0.0022, 0.012
O, 10.0413, 10.934, -6.5226, 0.0049, -0.0008, -0.0091
O, -0.1046, -0.0869, -1.6104, -0.0073, 0.0014, 0.0145
O, 3.5261, 6.7716, -8.1126, 0.0089, -0.0001, -0.0147
O, 7.9219, 13.8208, -9.5224, -0.0031, -0.0007, -0.0063
O, 9.5332, 6.9829, -0.2393, -0.0029, 0.0016, 0.0085
O, 26.209, -4.0895, -8.6988, -0.0066, 0.0038, -0.0133
O, 19.0026, -2.5667, -1.608, 0.0028, -0.0035, 0.0148
O, 26.8396, 14.3755, -3.2591, -0.0009, -0.0012, 0.0041
O, 17.7618, 9.5332, -8.2742, -0.001, 0.001, -0.0131
O, 2.267, -5.388, 18.6857, -0.0002, -0.0003, -0.0035
O, 10.7729, -5.1899, 23.2216, 0.0009, -0.0016, 0.0149
O, 2.8849, -2.7373, 15.3615, 0.0018, -0.0006, -0.0041
O, 6.8303, -1.3486, 24.4209, -0.0013, 0.0003, 0.0069
O, 3.774, -1.7619, 20.8446, -0.0016, -0.0013, 0.0019
O, 5.7057, 18.8152, 19.5897, -0.0004, -0.0009, -0.0011
O, 19.8343, 2.4777, 23.6477, -0.0028, 0.0035, 0.0105
O, 0.3242, 10.839, 20.4585, 0.0014, 0.0005, 0.0019
O, -10.2791, 21.1431, 23.9042, -0.0002, 0.0067, 0.0112
O, 9.8017, 36.6684, 16.5321, 0.0006, 0.003, 0.004
O, 8.6353, 4.6612, 19.9467, -0.0001, -0.0005, 0.0007
O, 5.931, 15.9085, 15.256, 0.0066, -0.0014, -0.0056
O, -3.1362, -11.4063, 20.0712, -0.0001, 0.0002, -0.0017
O, 17.8059, 19.491, 19.2969, 0.0001, 0.0007, -0.0049
O, 2.5959, -7.95, 18.4906, 0.0007, -0.0008, -0.007
O, 9.9304, 6.6305, 16.4219, -0.0017, 0.0031, -0.0091
O, 3.5261, -9.1824, 21.0919, 0.002, 0.0048, 0.0043
O, 11.5744, 5.2073, 18.091, -0.0051, 0.0003, -0.0116
O, -2.7874, 7.9369, 23.0183, -0.003, -0.0015, 0.0175
O, 7.81, 11.9231, 19.3979, 0.0055, -0.0001, -0.0009
O, 13.5468, 14.5613, 20.824, -0.0001, -0.0009, 0.0016
O, 18.2808, 3.0022, 16.544, -0.0029, 0.0027, -0.0125
O, 21.2888, 12.1447, 16.0474, -0.0014, 0.0036, -0.0105
O, 27.2851, 3.4281, 19.8413, 0.0018, 0.0034, -0.0023
O, 14.9311, -4.0651, 24.568, -0.0004, 0.0023, 0.0035
O, 5.4114, 21.6686, 15.5572, 0.0015, 0, -0.0063
O, 16.1436, -5.2885, 15.3207, -0.0002, 0.0008, -0.0051
O, 8.9236, 32.5363, 22.4724, 0.0018, -0.0042, 0.0088
O, 13.7404, 16.6769, 19.1005, 0.0009, -0.0004, -0.0047
O, 12.3871, 14.4784, 16.1018, -0.006, 0.0017, -0.0099
O, 22.1795, 11.4441, 21.0232, 0.0007, -0.0017, 0.0031
O, 7.4577, -7.0015, 21.3595, -0.0028, -0.0001, 0.0059
O, 1.6553, -10.8959, 21.5332, -0.0015, -0.0021, 0.003
O, 9.8583, -2.9213, 19.1848, 0.0007, -0.0007, -0.0034
O, 8.1774, 8.2613, 15.4178, 0.0011, -0.0018, -0.011
O, 4.227, 6.6565, 24.3975, 0.0028, 0.0003, 0.0061
O, -1.7191, 1.3396, 16.797, 0.0018, 0.0038, -0.0147
O, 6.3507, 10.6489, 23.4782, -0.0021, 0.0022, 0.0107
O, 13.4321, 3.0058, 15.2954, -0.0002, -0.0007, -0.0072
O, 11.9854, -6.8092, 21.4456, -0.001, 0.0015, 0.0067
O, 8.5426, 5.1276, 22.9936, 0.0031, 0.0057, 0.0067
O, 14.4613, -3.5009, 16.2083, 0.0035, -0.0012, -0.0088
O, 13.7099, -2.1801, 18.3049, -0.0007, -0.0032, -0.0072
O, 11.4167, 10.0513, 16.1039, 0.0046, -0.0037, -0.0102
O, -3.0369, 13.7557, 23.2653, -0.0007, -0.0035, 0.0132
O, -17.9641, -14.6665, 24.307, -0.0038, 0.0006, 0.0064
O, -0.1017, -12.8203, 21.3897, -0.0004, 0.0024, 0.0083
O, 3.9279, 9.9077, 16.8312, 0.0029, 0.0028, -0.0041
O, 3.9789, 4.4771, 20.6356, 0.0006, 0.0012, 0.0003
O, -2.9922, 24.6938, 15.2268, -0.0001, 0.0005, -0.0057
O, 2.6237, 9.7328, 21.0092, -0.0003, -0.0007, 0.0017
O, 22.3699, 4.9843, 19.1535, 0.0019, 0.0009, 0.0002
O, 10.772, 16.3563, 15.3381, 0.002, -0.0019, -0.0069
O, 18.0132, -0.7187, 16.4089, -0.002, -0.0054, -0.0123
O, 28.7083, 12.16, 21.343, -0.0005, 0.0011, 0.0053
O, 9.6672, 1.3541, 24.5707, -0.0025, 0.0023, 0.0091
O, 16.4023, -5.5771, 23.0993, 0.0019, -0.0001, 0.0145
O, 8.8137, 1.6498, 15.9797, 0.003, -0.0034, -0.0115
O, 26.3209, 11.2319, 20.7863, 0.0021, 0.0002, 0.0029
O, 20.3311, 16.964, 16.4347, 0.0032, -0.0001, -0.0151
O, 13.0154, 2.8661, 18.3541, -0.0011, 0.0002, -0.0043
O, -4.1431, 12.1941, 17.3788, -0.0009, 0.0022, -0.0045
O, 4.9581, 0.2844, 23.6159, 0.0088, -0.0048, 0.0123
O, -1.7776, -6.5548, 21.4605, -0.0015, -0.0016, 0.0041
O, -9.1899, -9.6108, 20.8774, 0.0006, 0.0026, 0.0044
O, 2.4276, 1.0606, 18.2976, 0.0004, 0.0002, -0.0061
O, -0.2793, 5.3613, 23.3823, 0.001, 0.0007, 0.0134
O, 3.5051, -17.7529, 18.1876, -0.0022, 0.0024, -0.0063
O, 9.0452, -0.4177, 19.9204, 0.0009, -0.001, -0.0024
O, 21.9644, -2.7793, 19.3423, 0.0015, -0.0019, -0.0023
O, 20.642, -14.9646, 21.3706, -0.0007, -0.0036, 0.0058
O, -0.8858, 6.0195, 21.0662, -0.0003, -0.001, 0.0025
O, 6.9045, 0.7294, 21.1709, 0.0037, -0.0005, 0.0026
O, -1.4005, -3.9073, 21.6267, -0.0004, 0.0007, 0.0025
O, 8.759, 18.9025, 18.4218, 0.0012, 0.0005, -0.0128
O, 2.7011, 8.4296, 23.2672, 0.0032, -0.001, 0.0107
O, 11.5457, 15.3773, 19.2909, 0.0012, -0.0018, -0.0004
O, 5.5201, 11.1245, 18.4573, 0.0026, -0.0008, -0.0062
O, 1.5406, 4.0114, 24.4434, 0.0014, -0.0005, 0.0048
O, 16.2674, -11.7697, 16.4649, 0.0011, 0.001, -0.0073
O, -1.4717, 6.7018, 16.2122, 0.0047, 0.0035, -0.0061
O, 11.8747, 5.1704, 15.5509, -0.0005, -0.0045, -0.0062
O, 6.6769, -12.1712, 21.5186, 0.0025, 0.0001, 0.007

Results
free energy: -229905.460 eV
free energy less fixed offsets of O -570.45, Si -639.56 eV per atom: -5.900 eV

The program warned: the cutoff lies below the one the program advises for these potential files; the forces do not sum to zero within the program's tolerance; empty levels may hold ghost states of the PAW files; the exchange-correlation potential is rough where the density is thin.
